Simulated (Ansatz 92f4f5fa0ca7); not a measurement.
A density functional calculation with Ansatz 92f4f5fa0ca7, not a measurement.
Periodic cell of 222 atoms, Si131O89B2, from a study of silicon, its oxide and their interface. The atomic structure is a simulated model.
Doubt: the cutoff is far below the 930 eV that the study's wrapper takes by default for these files, so forces and energies are approximate.

Settings: functional PBE; potential files Ansatz PAW; basis plane waves; wave-function cutoff 580 eV; density cutoff ratio 5; exchange-correlation grid ratio 1; k mesh 1 x 1 x 1, Gamma-centred; self-consistency stop 5e-08 eV per atom in the density residual; occupations fixed; spin none; net charge 0.

Cell vectors (angstrom)
a	10.938	0	0
b	0	10.938	0
c	0	0	32.1988

Atoms: element, x, y, z (angstrom)
Si	10.5993	0.2191	24.8609
Si	5.7474	10.6682	24.739
Si	2.4907	2.8912	24.6202
Si	8.4366	2.4436	24.8658
Si	0.298	5.1555	24.758
Si	5.1551	5.7523	24.6948
Si	2.934	8.0128	24.5847
Si	7.9516	8.4299	24.7345
Si	1.3399	1.375	26.0366
Si	6.8472	1.2909	26.1328
Si	4.0503	4.091	25.9748
Si	9.6197	4.0595	26.0884
Si	1.4087	6.8236	25.9952
Si	6.7755	6.8488	26.0271
Si	4.1043	9.533	25.9918
Si	9.4811	9.5615	26.1437
Si	2.7368	-0.0128	27.3506
Si	8.1705	-0.0321	27.5546
Si	0.0223	2.7179	27.4846
Si	5.4453	2.739	27.3663
Si	2.738	5.4607	27.4187
Si	8.1931	5.4692	27.3606
Si	0.0052	8.1752	27.3753
Si	5.4434	8.1988	27.4412
Si	4.0841	1.3652	28.7405
Si	9.5846	1.3551	28.8474
Si	1.3761	4.1165	28.8155
Si	6.8306	4.0995	28.737
Si	4.1005	6.8153	28.7999
Si	9.5641	6.8218	28.7483
Si	1.3765	9.5577	28.7364
Si	6.7828	9.5399	28.8627
Si	0.0217	-0.0239	30.1542
Si	5.443	0.0158	30.1581
Si	2.7407	2.7309	30.1468
Si	8.195	2.7426	30.1454
Si	-0.0081	5.4738	30.1485
Si	5.4794	5.4574	30.1455
Si	2.7307	8.1993	30.1393
Si	8.2108	8.1863	30.1528
Si	1.3673	1.3673	31.515
Si	6.8362	1.3673	31.515
Si	4.1018	4.1018	31.515
Si	9.5708	4.1018	31.515
Si	1.3673	6.8362	31.515
Si	6.8362	6.8362	31.515
Si	4.1018	9.5708	31.515
Si	9.5708	9.5708	31.515
Si	2.7345	0	0.6835
Si	8.2035	0	0.6835
Si	0	2.7345	0.6835
Si	5.469	2.7345	0.6835
Si	2.7345	5.469	0.6835
Si	8.2035	5.469	0.6835
Si	0	8.2035	0.6835
Si	5.469	8.2035	0.6835
Si	4.1228	1.3604	2.0588
Si	9.5642	1.3558	2.0537
Si	1.3702	4.122	2.0349
Si	6.846	4.0881	2.0633
Si	4.104	6.828	2.0531
Si	9.5784	6.8378	2.0542
Si	1.3796	9.5495	2.0556
Si	6.829	9.5938	2.0487
Si	-0.0135	-0.0423	3.3889
Si	5.4924	0.0121	3.4783
Si	2.7767	2.7896	3.3566
Si	8.1849	2.6891	3.4554
Si	0.0231	5.4802	3.4325
Si	5.4766	5.4633	3.411
Si	2.7728	8.2056	3.4528
Si	8.2052	8.2322	3.3753
Si	1.3968	1.3846	4.6412
Si	6.8417	1.3495	4.9052
Si	4.1485	4.0836	4.8054
Si	9.5742	4.0863	4.7586
Si	1.4125	6.8295	4.8176
Si	6.8252	6.8903	4.7321
Si	4.1368	9.5743	4.8458
Si	9.5563	9.5468	4.7988
Si	2.7417	0.0923	6.0752
Si	8.2022	-0.0606	6.2642
Si	0.0346	2.6824	6.0417
Si	5.4684	2.7276	6.2858
Si	2.8101	5.4788	6.1799
Si	8.1761	5.4874	6.0432
Si	0.0188	8.1826	6.1605
Si	5.5288	8.2254	6.2377
Si	3.8293	1.5705	7.5963
Si	9.8425	1.1426	7.4329
Si	1.6294	3.8071	7.3268
Si	6.6363	4.4277	7.4629
Si	4.3954	6.6406	7.5436
Si	9.374	6.9474	7.4153
Si	1.1401	9.9043	7.3245
Si	7.1626	9.2276	7.6792
O	8.3261	8.0976	7.9144
O	2.7133	2.7346	7.9584
O	9.5274	1.343	24.2718
O	4.0524	6.8664	24.1276
O	0.0231	0.0269	7.95
O	5.5141	5.5159	8.033
O	6.8629	9.5621	24.1967
O	1.3805	4.0411	24.1597
O	3.8501	7.3983	8.9288
O	0.8204	4.3792	8.6246
O	9.8147	6.1716	8.8114
O	2.0654	9.3824	8.5737
O	7.4997	3.9428	8.7826
O	4.2636	0.9015	9.0547
O	6.7246	9.5352	9.2365
O	9.2203	1.8842	8.7677
O	7.6729	3.1306	23.5924
O	10.5393	5.8564	23.4531
O	5.1038	0.4191	23.3952
O	5.8638	5.1001	23.3619
O	3.0969	2.1636	23.2512
O	2.3072	8.7256	23.2097
O	8.6438	7.7472	23.4025
O	0.2535	10.3441	23.5818
Si	4.4051	1.5496	22.4566
Si	3.5329	8.0113	14.1947
Si	7.1467	0.9264	14.5992
Si	0.9564	9.3682	22.5049
Si	1.1838	4.3075	11.9092
Si	6.3201	8.9948	15.5286
Si	0.6826	1.3448	12.2808
Si	8.6317	4.9398	20.5381
Si	0.3129	5.6994	9.4024
Si	5.0442	2.9309	17.7552
Si	0.8679	3.7039	16.6892
Si	10.4141	2.8502	19.1763
Si	5.2953	1.2018	10.3074
Si	0.9617	0.1856	19.8085
Si	6.6656	9.4783	10.8778
Si	9.3331	9.8738	18.2362
Si	9.4258	9.2443	12.5705
Si	6.5713	3.8303	22.6295
Si	2.4404	8.063	9.4298
Si	10.4323	7.3734	17.1077
Si	2.4401	6.2922	16.6499
Si	10.1454	4.4599	14.1928
B	6.4258	10.0427	18.2871
Si	7.9616	2.5777	9.5338
Si	8.888	2.1295	12.3897
B	5.0808	5.7043	17.6811
Si	4.0067	0.5579	19.4275
Si	4.2679	3.8854	11.9818
Si	5.5549	6.6581	12.2305
Si	7.9536	2.5496	17.1651
Si	4.3382	2.3303	14.7716
Si	1.5372	1.1485	15.201
Si	1.6182	9.393	12.0951
Si	8.0473	6.8711	13.9796
Si	10.4072	9.836	15.4505
Si	9.8357	7.0146	22.56
Si	7.8631	5.5645	17.5228
O	6.0428	8.0038	11.3593
O	6.1871	9.3557	17.1167
O	7.7489	1.2656	13.1329
O	0.7714	1.6798	13.8736
O	9.2185	6.2876	16.9551
O	6.7758	6.2301	13.2105
O	5.0272	4.4673	18.3014
O	9.2074	2.2332	18.1959
O	2.4617	0.0177	19.0899
O	9.4541	10.3746	16.6722
O	2.7806	4.5177	11.6762
O	5.3168	10.5612	18.9943
O	9.3856	3.2588	13.4241
O	0.493	1.7725	19.8954
O	3.126	1.229	14.8539
O	8.0624	5.4095	19.1119
O	3.8975	6.3977	17.4344
O	4.5292	3.0663	16.2104
O	9.0772	5.6719	14.3511
O	5.4463	2.7623	22.1553
O	10.5609	4.0425	15.7054
O	0.3845	3.8415	18.2391
O	10.5469	10.5409	19.0967
O	9.7133	10.0842	13.9834
O	10.916	8.1335	22.0794
O	1.2799	2.1424	16.4621
O	9.7493	3.7547	20.3644
O	7.8683	4.1233	16.7532
O	0.007	9.0364	11.9401
O	6.5212	2.2227	17.8957
O	5.6252	10.7639	11.194
O	7.7662	10.1629	18.7491
O	10.0485	1.0444	11.9404
O	1.311	6.9442	9.1575
O	0.6278	4.7245	13.3967
O	5.2228	5.1721	11.5599
O	2.6775	7.1104	15.2573
O	1.0086	2.7298	11.5031
O	0.9255	10.6084	15.5441
O	2.4658	8.5604	10.9737
O	4.7201	2.5078	11.1624
O	4.2146	3.4522	13.5791
O	2.1193	4.7058	16.3864
O	10.5938	8.2306	15.7075
O	7.0218	10.2554	14.77
O	2.4137	9.0088	13.488
O	8.0108	1.6548	15.7923
O	4.1971	7.0647	13.0424
O	4.0702	1.9919	18.6439
O	7.3399	4.367	21.3239
O	8.3671	2.9189	11.0679
O	1.0467	6.8428	17.3961
O	5.6355	1.4427	14.5143
O	8.182	9.7354	11.5563
O	9.2359	6.2664	21.2558
O	8.9292	7.7673	12.977
O	1.6632	0.0962	11.8906
O	6.336	6.2305	17.3417
O	7.3696	7.7534	15.2089
O	1.2132	10.3167	21.2112
O	9.802	8.3047	18.2964
O	4.0322	0.8351	21.0437
O	0.2747	5.2847	10.9648
O	6.6991	1.5635	9.5562
O	4.7967	8.7586	14.9463

Results
free energy: -134207.081 eV
free energy less fixed offsets of B -154.04, O -568.88, Si -635.61 eV per atom: -3.771 eV

Forces (eV/angstrom), in the order of the atoms: element, x, y, z
Si	0.0061	-0.0061	0.0211
Si	-0.0082	0.0298	-0.0435
Si	-0.0019	-0.012	0.0045
Si	-0.0474	0.0288	-0.0464
Si	-0.0246	0.0105	-0.0309
Si	-0.0009	-0.0282	-0.0053
Si	-0.0039	-0.0018	0.0186
Si	0.0333	-0.0163	0.0058
Si	-0.0021	0.0132	-0.0088
Si	0.0152	-0.0032	0.0313
Si	0.0078	0.0126	0.0101
Si	0.0079	0.0011	0.0113
Si	0.0111	0.0101	0.0251
Si	0.0033	0.0111	0.0066
Si	0.0064	-0.0012	0.0004
Si	-0.0287	0.0027	0.018
Si	-0.0141	0.0016	-0.0658
Si	-0.0149	-0.034	0.1252
Si	0.0183	0.0008	0.0864
Si	-0.0054	0.0008	-0.0635
Si	0.0181	-0.0041	0.0199
Si	-0.0038	-0.0093	-0.0665
Si	-0.0063	-0.0062	-0.0574
Si	-0.0179	-0.023	0.0469
Si	0.0264	0.0003	0.0653
Si	-0.0446	0.0032	-0.1314
Si	-0.0346	-0.0554	-0.094
Si	0.0195	-0.0246	0.0844
Si	-0.0054	0.0105	-0.0588
Si	0.0059	0.0179	0.0557
Si	-0.0141	-0.0094	0.0749
Si	0.1089	0.0385	-0.1571
Si	0.0324	-0.0188	-0.0009
Si	-0.0363	0.0548	0.0349
Si	-0.0018	-0.0007	-0.0011
Si	-0.0132	0.0115	0.0232
Si	-0.0104	0.0209	0.0244
Si	0.0124	-0.0046	-0.0056
Si	0.0023	0.0173	0.0096
Si	0.0093	-0.0219	0.0163
Si	0.0821	-0.0488	0.0145
Si	-0.0351	0.1041	-0.0404
Si	0.0828	-0.0825	0.0045
Si	-0.0857	0.0536	-0.0188
Si	-0.0718	0.0753	-0.0626
Si	0.0708	-0.1164	0.0521
Si	-0.1791	-0.0014	-0.0007
Si	0.0483	-0.0922	0.0215
Si	0.0347	-0.0385	0.1703
Si	-0.0522	0.072	-0.1162
Si	-0.0693	-0.021	0.0763
Si	0.1058	-0.0366	0.0546
Si	-0.0223	0.1613	-0.1551
Si	0.0595	-0.0905	0.1525
Si	0.0881	-0.104	0.0139
Si	-0.0113	0.0447	0.0624
Si	0.0367	-0.0223	-0.0365
Si	0.0109	-0.0012	0.0168
Si	-0.0518	0.0047	-0.0119
Si	0.0195	-0.0416	-0.0164
Si	0.0112	0.0104	0.0196
Si	0.0116	-0.0155	-0.0337
Si	0.0435	-0.0249	-0.0201
Si	-0.0379	0.0163	0.003
Si	0.079	0.1188	0.0919
Si	-0.0622	-0.0017	-0.1009
Si	-0.0591	-0.1563	0.1504
Si	0.0581	0.1087	-0.0756
Si	-0.0604	-0.0065	-0.021
Si	0.0395	0.0266	0.0329
Si	-0.0636	0.0038	-0.0712
Si	0.0162	-0.0713	0.105
Si	-0.0157	0.0073	-0.0994
Si	0.0028	-0.0116	0.086
Si	0.0085	0.0421	-0.0412
Si	-0.0012	-0.0275	0.0242
Si	0.0237	0.0208	0.0195
Si	0.0026	0.0237	-0.0481
Si	0.0178	0.023	0.0732
Si	-0.0227	-0.0113	-0.0374
Si	-0.002	0.0346	-0.0352
Si	-0.0038	-0.0162	0.0327
Si	0.0085	-0.0194	-0.025
Si	-0.0131	-0.0221	0.0134
Si	0.0047	-0.0134	0.0267
Si	-0.0046	-0.0047	-0.0352
Si	-0.0167	-0.0026	0.0149
Si	0.0287	-0.0172	-0.0161
Si	-0.0001	-0.021	-0.0315
Si	0.0123	0.0395	-0.0121
Si	-0.0473	-0.0145	-0.0355
Si	0.0146	0.0272	0.0273
Si	0.0018	0.0236	0.0326
Si	-0.0109	-0.0264	-0.0141
Si	0.0032	0.0286	-0.0157
Si	-0.0209	-0.0001	-0.0345
O	-0.0024	-0.0005	0.0241
O	0.029	-0.014	0.0081
O	0.0085	0.0033	0.0211
O	0.01	0.0055	-0.0216
O	-0.0044	-0.0054	0.0142
O	-0.0059	-0.0126	-0.0369
O	-0.0179	0.0025	0.007
O	-0.0032	0.0049	0.0019
O	0.0038	-0.0081	-0.0094
O	0.0056	-0.0079	0.02
O	-0.0078	0.0059	0.0046
O	-0.0107	0.0046	-0.0098
O	0.0136	-0.0218	0.0119
O	0.0087	0.0012	0.0348
O	0.0004	-0.0018	0.0147
O	-0.0213	0.0062	0.0316
O	-0.0073	0.0247	-0.0518
O	-0.003	-0.0078	-0.0136
O	-0.0053	-0.0041	0.0174
O	-0.0032	0.0112	0.0081
O	0.0056	0.0087	0.0024
O	0.0096	-0.0023	0.0013
O	-0.0097	-0.0012	-0.0121
O	-0.0104	0.0007	-0.0128
Si	0.0517	0.0174	0.0126
Si	0.0062	-0.042	-0.0432
Si	-0.0022	0.0257	0.0117
Si	-0.0229	-0.019	0.0396
Si	0.008	0.0226	-0.0427
Si	0.0087	0.0227	-0.1374
Si	-0.0138	-0.0012	-0.0346
Si	-0.0378	-0.0031	0.1031
Si	0.004	0.0015	-0.0461
Si	-0.0194	0.0674	0.0051
Si	-0.0304	-0.0096	0.0071
Si	-0.006	0.0244	0.0297
Si	0.0061	0.0204	-0.0441
Si	0.0185	-0.0048	0.0024
Si	0.0139	-0.0141	-0.0219
Si	0.0924	0.0645	-0.0334
Si	-0.0293	0.0285	-0.0073
Si	0.0151	-0.0228	-0.0034
Si	0.0101	-0.009	-0.0406
Si	0.028	0.0451	-0.0101
Si	0.055	-0.0158	-0.0346
Si	0.0223	-0.0155	0.0024
B	0.0145	0.1675	0.116
Si	0.015	0.0167	-0.0315
Si	0.0036	-0.0034	-0.0362
B	0.084	-0.088	-0.0734
Si	-0.0624	0.0525	0.0313
Si	-0.0153	-0.0083	0.0161
Si	0.0015	-0.0008	-0.0278
Si	0.0414	-0.0984	0.0078
Si	0.011	0.0583	-0.0093
Si	0.0161	0.0142	0.0065
Si	0.0041	-0.015	-0.0637
Si	-0.0075	-0.0135	-0.0272
Si	0.0195	0.0523	-0.0435
Si	-0.0244	-0.0063	0.0123
Si	0.0281	-0.0943	0.1241
O	-0.0035	0.0054	0.0146
O	0.0253	-0.0299	0.0263
O	0.0053	-0.0149	-0.0043
O	-0.0083	0.0057	-0.0094
O	0.0013	0.0268	-0.0064
O	0.0333	0.0044	0.0185
O	-0.0107	0.0171	0.0123
O	-0.0315	-0.006	-0.0173
O	-0.0639	0.0174	0.0206
O	-0.0432	0.015	0.0184
O	0.0086	-0.0042	-0.0031
O	0.1522	-0.063	-0.1035
O	0.0033	0.0081	-0.0183
O	0.0172	-0.0419	0.0013
O	0.0035	-0.0179	-0.0052
O	-0.0219	0.0288	-0.1115
O	-0.0152	0.0493	0.0612
O	0.0085	0.0083	-0.012
O	-0.0044	0.0074	0.0031
O	-0.018	-0.0134	0.0235
O	0.0034	-0.0057	-0.0509
O	-0.0005	-0.004	-0.0316
O	-0.0246	-0.0271	0.0207
O	-0.016	-0.0323	-0.0065
O	0.0176	0.0233	-0.0083
O	-0.0009	-0.0047	0.0041
O	-0.0105	0.0069	-0.0078
O	-0.0484	0.041	-0.0069
O	-0.0026	0.004	0.0222
O	0.0428	-0.0267	-0.0138
O	-0.0101	0.0146	0.0057
O	-0.0868	-0.0688	-0.1031
O	-0.0047	0.0274	0.0131
O	-0.0018	-0.0075	0.0209
O	0.0004	0.0001	0.0008
O	0.0085	-0.0038	-0.0051
O	-0.0034	0.0063	0.0327
O	0.0017	-0.0071	0.0063
O	0.0083	-0.0273	-0.0006
O	-0.014	0.0224	0.0288
O	0.0024	0.0046	0.0094
O	-0.0073	-0.0018	-0.0084
O	0.0318	0.0232	0.0097
O	-0.0026	-0.0309	0.0289
O	-0.0276	0.0073	0.0652
O	0.0101	-0.0051	0.0282
O	-0.0204	0.0044	0.0179
O	-0.0262	0.0135	0.0244
O	0.0234	-0.043	-0.0062
O	0.0469	0.0116	-0.034
O	0.004	-0.0014	0.0391
O	-0.0947	0.0396	0.022
O	0.0182	-0.021	0.0234
O	0.0129	0.0076	0.0254
O	0.0061	-0.0095	-0.031
O	-0.0013	-0.0133	0.0101
O	0.0121	0.01	0.0098
O	-0.1303	-0.0203	-0.0276
O	0.0177	-0.0008	0.0317
O	-0.0101	0.0127	-0.0113
O	0.005	-0.0318	0.0321
O	-0.0381	0.0116	0.0131
O	0.0021	-0.0094	0.0157
O	-0.0202	-0.013	-0.0042
O	-0.0116	0.0042	0.0166

The program warned: the cutoff lies below the one the program advises for these potential files; the forces do not sum to zero within the program's tolerance; the exchange-correlation potential is rough where the density is thin.
